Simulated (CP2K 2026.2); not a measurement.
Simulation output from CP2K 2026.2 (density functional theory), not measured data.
Periodic cell of 517 atoms, Si360O157, from a study of silicon, its oxide and their interface. The atomic structure is a simulated model.
Doubt: the forces sum to 1.72 eV/angstrom along one axis rather than to zero, so they err by at least 0.0033 eV/angstrom per atom on average; the grid cutoff is modest.

Settings: functional PBE; method Gaussian and plane waves; basis set DZVP-MOLOPT-SR-GTH; pseudopotentials GTH-PBE; grid cutoff 300 Ry, relative cutoff 40 Ry; k points Gamma only; occupations fixed; spin none; net charge 0.

Cell vectors (angstrom)
a 16.32 0 0
b 0 16.32 0
c -4.0853 7.8189 33.9562

Atoms and the computed forces on them: element, x, y, z (angstrom), force x, y, z (eV/angstrom)
Si -0.941 -1.798 1.433 0.233 -0.181 0.519
Si 0.883 1.942 1.282 -0.038 0.024 -0.012
Si -0.902 3.662 1.329 0.234 -0.165 0.495
Si 1.777 6.603 1.248 -0.353 0.11 0.708
Si -2.088 -6.281 1.275 -0.013 0.078 -0.016
Si 0.812 -3.531 1.267 -0.006 -0.008 -0.009
Si 5.526 -0.003 2.838 0.011 -0.001 -0.024
Si 7.092 1.07 1.431 -0.05 0.166 0.762
Si 3.979 4.371 1.389 0.045 -0.181 0.771
Si 7.452 6.326 1.616 0.09 -0.26 0.544
Si 4.125 9.371 1.558 0.001 0.144 0.643
Si -9.85 -3.828 1.391 0.208 -0.198 0.687
Si -7.07 -1.196 1.43 0.23 -0.031 0.721
Si -4.11 1.515 1.157 -0.028 -0.097 0.793
Si -7.213 4.55 1.598 0.016 -0.002 -0.055
Si -4.62 7.201 1.859 0.045 0.002 0
Si -5.396 -5.553 2.897 -0.016 0.016 -0.085
Si -3.764 -4.528 1.589 0.355 -0.197 0.495
Si 0.02 0.064 2.568 -0.002 0.022 0
Si 2.686 2.792 2.601 0.047 -0.02 -0.058
Si 0.084 5.458 2.521 0.019 0.009 -0.045
Si 2.706 8.087 2.816 -0.022 -0.041 -0.047
Si -0.174 -5.359 2.475 0.016 -0.065 -0.01
Si 2.602 -2.709 2.661 0.049 -0.03 -0.02
Si 4.336 -1.542 1.582 -0.126 -0.061 0.667
Si -8.157 2.729 2.751 -0.004 -0.056 0.001
Si 5.547 5.453 2.754 0.012 0.052 -0.035
Si -8.07 8.032 3.012 -0.031 -0.003 -0.07
Si 5.409 10.897 2.764 0.024 0.03 -0.049
Si -8.226 -2.745 2.74 -0.004 -0.006 -0.063
Si -5.408 0.051 2.565 -0.006 0 -0.055
Si -2.665 2.709 2.605 -0.034 0.031 -0.024
Si -5.559 5.44 3.011 -0.07 -0.022 0.028
Si -2.78 8.285 2.753 0.013 0 -0.053
Si -6.292 -7.43 1.802 0.179 -0.024 0.648
Si -2.659 -2.783 2.746 -0.021 0.009 -0.052
Si -1.385 1.316 4.012 -0.002 -0.005 -0.029
Si 1.381 4.14 4.033 0.012 0.01 -0.004
Si -1.32 6.824 3.912 0.014 -0.054 -0.034
Si 1.24 9.563 3.916 -0.011 0.057 -0.031
Si -1.333 -4.104 4.134 0.01 -0.066 -0.033
Si 1.375 -1.254 4.03 -0.009 -0.001 -0.028
Si 4.04 1.397 4.006 0.016 0.029 0.02
Si 6.759 4.007 4.156 0.025 -0.008 -0.031
Si 4.157 6.796 4.134 -0.017 -0.006 0.026
Si 6.806 9.53 4.11 -0.052 0.018 0.026
Si 3.967 12.234 4.061 0.028 -0.001 0.012
Si -9.5 -1.394 4.191 0.003 -0.017 0.042
Si -6.725 1.372 4.047 -0.017 -0.02 -0.002
Si -4.02 4.039 4.053 0.027 -0.034 0.001
Si -6.819 6.737 4.466 0.073 0 -0.023
Si -4.043 -6.809 4.311 0.022 -0.068 -0.038
Si -6.826 -4.106 4.066 -0.005 0.043 0.022
Si -4.08 -1.344 3.966 -0.013 0.02 0.01
Si -2.734 -0.024 5.397 -0.01 0.011 -0.003
Si -0.004 2.726 5.353 -0.001 0.025 -0.047
Si -2.67 5.465 5.351 -0.015 0.027 0.014
Si -0.024 8.178 5.351 0.024 -0.008 0.01
Si -2.675 -5.411 5.555 -0.014 0.026 0.017
Si 0.027 -2.667 5.399 -0.011 0.003 -0.007
Si 2.729 0.041 5.419 0.013 0.007 0.025
Si 5.371 2.691 5.467 -0.017 -0.024 0.006
Si 2.749 5.436 5.444 -0.003 0.023 -0.002
Si 5.451 8.186 5.491 -0.003 -0.004 -0.006
Si 2.624 10.854 5.383 0.021 0.004 0
Si 5.369 -2.741 5.449 0 0 -0.017
Si -8.102 0.011 5.446 0.002 -0.004 -0.021
Si -5.386 2.701 5.446 -0.011 0.002 -0.018
Si -8.243 5.34 5.611 -0.013 0.003 -0.011
Si -5.407 8.154 5.644 0.01 0.008 0.041
Si -8.162 -5.436 5.47 0.001 -0.033 -0.003
Si -5.439 -2.702 5.373 0.006 -0.008 -0.019
Si -1.368 -1.359 6.771 -0.006 0.003 0.018
Si 1.343 1.387 6.761 0.004 0.001 0.022
Si -1.343 4.088 6.741 0.009 0.015 -0.017
Si 1.361 6.83 6.744 -0.011 0.008 -0.014
Si -1.326 9.494 6.824 0.002 -0.012 0.012
Si 1.351 12.263 6.772 -0.015 -0.014 0
Si 4.06 -1.341 6.796 -0.005 -0.006 0.005
Si 6.795 1.341 6.786 0.011 0.007 -0.001
Si 4.054 4.07 6.835 -0.004 0.007 0.019
Si 6.758 6.798 6.88 -0.006 -0.007 0.01
Si 4.027 9.532 6.78 -0.001 0.004 -0.002
Si 6.762 12.233 6.802 -0.001 0.007 -0.004
Si -6.77 -1.365 6.798 0 0.006 -0.002
Si -4.056 1.332 6.802 -0.004 0.007 -0.003
Si -6.777 4.014 6.85 0.019 -0.02 0.003
Si -4.003 6.753 6.848 0.004 -0.016 0.008
Si -6.814 -6.767 6.877 0.016 -0.004 0.007
Si -4.092 -4.03 6.805 -0.008 0.009 0.019
Si -0.009 0.012 8.125 0.007 -0.007 -0.002
Si 2.691 2.711 8.17 0.006 0.007 0.01
Si 0.012 5.448 8.117 0.002 -0.003 -0.014
Si 2.702 8.161 8.153 0.002 0 0
Si 0.018 10.888 8.154 -0.013 0.005 0.001
Si 2.71 -2.715 8.147 0.011 0.021 0.003
Si 5.443 -0.012 8.157 -0.006 0.005 -0.002
Si 8.154 2.677 8.181 -0.002 0.004 -0.006
Si 5.399 5.434 8.207 -0.002 0.009 0.016
Si 8.15 8.163 8.202 0.018 -0.015 0.01
Si 5.407 10.873 8.158 -0.01 0.006 -0.003
Si 8.152 -2.721 8.145 0.004 0.006 -0.008
Si -5.422 -0.014 8.174 0.006 -0.007 0.003
Si -2.697 2.726 8.132 -0.012 0 -0.004
Si -5.412 5.407 8.174 0 0.014 0.014
Si -2.68 8.146 8.193 -0.014 -0.008 0.018
Si -5.439 -5.396 8.187 -0.003 -0.01 0.011
Si -2.721 -2.697 8.164 0.001 -0.001 0.004
Si -1.361 1.335 14.908 -0.001 -0.001 -0.01
Si 1.38 4.1 14.942 0.009 0.002 -0.004
Si -1.339 6.83 14.96 -0.016 -0.007 0.004
Si 1.38 9.543 14.98 0.006 -0.005 0.001
Si -1.35 -4.098 14.978 0.001 -0.009 -0.005
Si 1.365 -1.398 14.984 0 -0.001 -0.008
Si 4.08 1.333 14.977 -0.014 0.013 0.004
Si 6.814 4.08 14.958 -0.011 0.012 0.003
Si 4.105 6.821 14.951 -0.003 0 -0.007
Si 6.782 9.513 14.967 0.002 0.009 0
Si 4.045 -4.086 15.008 0.004 -0.008 0
Si 6.753 -1.36 14.972 0.009 -0.009 -0.002
Si -6.833 1.371 14.942 0.017 -0.012 0.001
Si -4.093 4.097 14.934 0.006 0.002 0.002
Si -6.784 6.806 14.969 0.005 0.001 0.005
Si -4.052 9.524 14.974 0.003 -0.008 -0.006
Si -6.826 -4.105 14.936 -0.01 0.001 -0.012
Si -4.092 -1.384 14.933 -0.015 0.009 -0.012
Si -2.72 -0.024 16.263 -0.01 0.006 -0.006
Si 0.008 2.701 16.232 0.001 -0.021 -0.018
Si -2.72 5.463 16.275 -0.007 0.005 0.001
Si 0.057 8.162 16.332 0.015 -0.019 0.001
Si -2.705 -5.436 16.366 -0.033 0.007 0.013
Si 0.018 -2.771 16.361 0.015 0.007 -0.001
Si 2.738 -0.059 16.345 0.021 -0.011 0.006
Si 5.457 2.707 16.31 0.032 -0.039 0.016
Si 2.733 5.488 16.299 -0.018 0.002 -0.009
Si 5.433 8.17 16.355 0.007 -0.006 -0.008
Si 2.696 10.885 16.412 0.002 0.003 0.018
Si 5.404 -2.722 16.357 0.005 0.036 -0.001
Si -8.225 0.038 16.303 -0.024 0.039 0.013
Si -5.472 2.744 16.281 -0.025 0.005 0.001
Si -8.16 5.457 16.328 0.016 -0.015 0.005
Si -5.404 8.164 16.33 0.001 -0.012 0.007
Si -8.186 -5.445 16.316 0.01 0.002 -0.025
Si -5.452 -2.764 16.271 0 -0.001 -0.009
Si -1.42 -1.431 17.634 -0.04 -0.002 -0.018
Si 1.318 1.313 17.593 0.001 0.002 -0.002
Si -1.303 4.109 17.554 0.011 0 -0.035
Si 1.422 6.831 17.737 0.007 0.023 0.005
Si -1.274 -6.789 17.683 0.004 0.009 0.01
Si 1.382 -4.054 17.833 0.01 0.01 0.014
Si 4.101 -1.368 17.797 -0.016 -0.001 -0.021
Si -9.562 1.367 17.766 0.013 0.001 -0.003
Si 4.109 4.118 17.593 0.001 0.007 0.017
Si -9.47 6.86 17.701 0.029 0.005 0.016
Si 4.032 9.47 17.752 -0.032 0.01 -0.009
Si -9.592 -4.135 17.683 0.002 -0.008 0.001
Si -6.85 -1.381 17.534 0.005 -0.01 -0.027
Si -4.059 1.393 17.564 -0.017 0.001 -0.008
Si -6.848 4.054 17.694 0.021 0.003 0.006
Si -4.066 6.774 17.697 -0.004 0.009 0.027
Si -6.762 9.566 17.648 0.029 0.011 -0.028
Si -4.122 -4.085 17.71 0.008 0.017 -0.03
Si -0.07 -0.066 18.928 0.09 -0.031 0.086
Si 2.722 2.707 18.832 -0.013 -0.026 0.016
Si 0.073 5.375 18.974 -0.007 -0.05 -0.027
Si 2.716 8.165 19.242 0.01 0.01 0.004
Si 0.021 -5.463 19.169 0.016 0.003 0.01
Si 2.784 -2.71 19.241 -0.034 -0.012 0.033
Si 5.422 0.017 19.202 -0.034 -0.019 -0.015
Si -8.218 2.748 19.141 -0.015 0.042 -0.009
Si 5.457 5.476 18.979 0.005 -0.011 0.014
Si -8.052 8.239 19.043 0.009 -0.008 0.006
Si 5.385 10.81 19.097 0.012 0.009 0.045
Si -8.21 -2.711 18.904 -0.012 0.023 0.019
Si -5.482 0.009 18.795 -0.018 0.061 0.009
Si -2.676 2.797 18.871 -0.027 0.021 0.026
Si -5.482 5.399 19.041 0.035 0.006 -0.014
Si -2.586 -8.212 18.981 -0.005 -0.022 -0.023
Si -5.465 -5.441 19.102 -0.004 0.002 -0.01
Si -2.8 -2.707 19.069 -0.002 -0.004 -0.026
Si -1.391 1.384 20.206 -0.073 -0.041 -0.004
Si 1.457 4.004 20.285 -0.027 0.019 0.081
Si -1.258 6.682 20.343 -0.022 0.027 0.049
Si 1.342 -6.765 20.67 0.005 -0.035 0.062
Si -1.549 -4.213 20.395 -0.036 0.011 0.043
Si 1.391 -1.178 20.425 0.286 0.276 -0.444
Si 3.971 1.501 20.376 0.028 -0.016 0.024
Si -9.595 4.181 20.479 0.04 -0.038 0.047
Si 4.177 6.743 20.496 0.021 0.011 0.049
Si -9.451 9.544 20.431 0 0.02 0.011
Si 4.125 -4.19 20.627 -0.021 0.022 0.02
Si 6.847 -1.434 20.438 0.003 0.026 0.035
Si -6.785 1.272 20.267 0.007 -0.027 -0.021
Si -4.055 4.033 20.318 0.015 0.032 -0.013
Si -6.808 6.78 20.426 0.047 0.009 0.041
Si -4.032 -6.943 20.286 -0.009 0.022 0.019
Si -6.882 -3.966 20.362 0.086 -0.014 0.058
Si -4.188 -1.225 20.292 0.022 -0.051 0.067
Si -3.298 0.65 21.401 -0.066 0.057 -0.557
Si 0.313 6.114 -5.45 0.231 0.422 0.245
Si -2.816 5.516 21.658 0.092 -0.154 -0.617
Si -1.203 -6.879 23.901 -0.125 -0.006 -0.072
Si -3.012 -5.47 21.757 0.174 -0.144 -0.668
Si -0.683 -2.876 22.031 -0.154 -0.357 -0.527
Si 4.302 -3.688 26.824 0.007 -0.027 -0.019
Si 4.894 3.254 21.658 -0.02 0.009 -0.016
Si 3.163 4.928 21.666 -0.015 -0.031 0.024
Si 4.764 -7.247 24.103 -0.04 -0.024 -0.097
Si 2.843 -5.573 22.158 -0.09 0.095 -0.814
Si 5.962 -3.209 21.745 0.146 -0.15 -0.585
Si -7.684 -0.452 21.61 -0.019 0.029 0.054
Si -5.037 2.252 21.465 -0.09 0.037 0.09
Si -8.611 5.948 21.715 -0.032 -0.015 0.06
Si -5.016 -8.558 21.614 -0.214 -0.033 -0.613
Si -8.612 -4.908 21.672 -0.03 -0.027 0.025
Si -5.976 -2.103 21.536 -0.164 0.096 -0.561
Si -2.048 -0.759 23.56 -0.028 -0.025 -0.033
Si 0.345 2.307 21.488 0.306 -0.127 -0.476
Si -0.81 4.096 23.684 -0.064 -0.034 -0.148
Si -0.495 -0.755 -5.039 -0.094 0.061 -0.021
Si 0.279 -0.315 25.318 0.001 0.108 -0.05
Si 0.754 -4.63 24.101 0.08 0.146 -0.074
Si 2.144 0.682 21.632 -0.026 0.048 -0.017
Si 5.323 2.125 23.63 -0.086 0.366 -0.598
Si 1.841 5.839 23.383 0.434 -0.376 -0.461
Si 6.035 7.71 21.684 0.089 -0.204 -0.597
Si 0.131 7.869 21.824 -0.054 0.2 -0.726
Si 4.713 -2.142 24.47 0.106 0.04 -0.056
Si -6.032 2.796 23.505 0.317 -0.249 -0.592
Si -4.934 3.3 26.26 -0.11 -0.062 -0.032
Si -7.749 -5.392 23.795 -0.226 0.19 -0.667
Si -5.323 -6.999 27 -0.003 0.071 0.019
Si -0.472 1.591 -3.301 -0.093 0.037 -0.016
Si -5.002 -3.9 23.554 -0.015 0.177 -0.072
Si -0.901 1.229 27.751 -0.042 -0.062 0.102
Si 1.529 -3.589 -1.022 -0.244 -0.069 0.58
Si -2.465 5.318 -4.152 0.034 0.005 0.068
Si 0.473 7.451 -1.469 0.038 -0.008 0.031
Si 1.371 1.597 -1.018 -0.015 0.214 0.632
Si -1.722 -6.553 -1.087 -0.341 -0.041 0.607
Si -9.446 6.671 -5.222 -0.091 -0.061 -0.125
Si -5.606 1.436 -5.583 -0.041 0.135 0.059
Si -1.679 5.307 -1.221 0.002 -0.021 0.111
Si -7.81 4.461 26.485 0.017 -0.099 -0.052
Si -5.744 -4.834 -2.734 -0.04 0.02 0.022
Si -8.46 2.653 -5.099 0.115 0.093 0
Si 0.875 3.135 -5.622 -0.186 -0.078 -0.074
Si -7.619 -3.082 -6.014 -0.12 0.112 -0.15
Si -8.012 4.057 -2.253 0.027 -0.099 -0.055
Si -7.375 6.95 -3.167 0.204 0.024 0.027
Si -5.059 -1.651 -5.23 0.044 -0.058 -0.04
Si -2.871 -0.694 -0.712 0.013 0.037 0.152
Si -1.989 3.843 26.579 -0.044 -0.053 -0.103
Si -3.581 -6.421 -3.615 0.115 -0.061 0.071
Si -0.917 -5.929 -4.976 0.034 0.089 0.009
Si -0.884 -3.978 -2.611 0.014 -0.097 -0.077
Si -8.58 -4.862 -4.038 -0.045 0.025 0.104
Si 3.654 2.597 -2.813 -0.052 0.066 0.021
Si -5.915 3.836 -0.221 -0.374 0.241 0.526
Si -9.522 -0.409 26.177 0.132 0.025 -0.041
Si -3.02 2.442 -4.794 0.071 -0.006 0.067
Si -9.829 -5.329 25.877 -0.042 0.003 -0.007
Si -4.815 7.346 -4.798 0.038 0.091 -0.121
Si -6.368 -7.893 24.201 -0.061 -0.133 -0.053
Si -2.751 -1.686 -3.384 0.108 -0.009 -0.015
Si 3.944 -0.25 -3.722 -0.025 0.068 0.041
Si -8.321 0.597 23.617 0.248 -0.436 -0.526
Si -3.163 -2.655 25.631 0.01 0.069 -0.06
Si 4.379 7.902 -2.696 -0.143 -0.033 0.015
Si -10.493 2.925 -0.773 0.01 0.027 0.171
Si -7.493 5.526 23.748 -0.452 0.165 -0.617
Si -10.092 2.603 26.386 0.095 0.002 -0.056
Si 3.378 6.904 25.96 0.064 -0.083 -0.157
Si 2.864 0.272 23.815 -0.278 0.128 -0.601
Si -0.216 -3.18 26.418 -0.012 0.056 -0.027
Si -10.171 8.011 -0.425 0.055 0.113 0.049
Si 2.147 -1.55 -5.657 0.038 -0.03 -0.089
Si -6.121 -7.508 -1.205 0.082 -0.137 0.21
Si -5.27 -2.807 -0.55 0.03 -0.152 0.155
Si -1.206 -7.26 26.986 0.04 -0.048 -0.052
Si -9.953 -5.347 -1.263 -0.017 -0.108 0.12
Si 4.319 5.336 -4.403 0.091 0.019 0.127
Si 3.142 -0.927 -1.076 -0.04 0.001 0.1
Si 1.161 8.035 -4.448 -0.118 -0.358 -0.239
Si -10.486 -7.008 -5.02 -0.03 0.007 -0.12
Si -10.634 0.642 -5.869 -0.03 0.053 -0.041
Si -4.284 6.521 -0.298 -0.165 0.103 0.631
Si 3.358 -5.964 -1.154 0.08 -0.135 -0.045
Si -1.352 1.366 9.51 0.004 0.009 -0.003
Si 1.348 4.09 9.518 0.003 0.014 0.005
Si -1.327 6.783 9.531 0.008 0.012 0.005
Si 1.368 9.53 9.522 0.017 0.008 -0.004
Si -1.364 -4.083 9.504 -0.021 -0.008 -0.011
Si 1.344 -1.354 9.497 -0.011 -0.008 -0.006
Si 4.073 1.35 9.51 0.007 0.001 -0.003
Si 6.798 4.069 9.523 0.017 0.007 -0.008
Si 4.048 6.807 9.544 -0.009 -0.017 0.012
Si 6.775 9.523 9.536 -0.017 -0.018 -0.006
Si 4.068 -4.071 9.516 0.006 0.008 0.007
Si 6.796 -1.37 9.519 -0.001 0.011 0.011
Si -6.803 1.329 9.533 -0.022 -0.013 0.006
Si -4.059 4.055 9.528 -0.013 -0.007 0.002
Si -6.781 6.791 9.516 0.01 0.005 0.001
Si -4.071 -6.794 9.513 -0.005 0.002 -0.004
Si -6.817 -4.064 9.541 0.016 0.002 -0.005
Si -4.071 -1.358 9.545 0.006 0.008 0.005
Si -2.709 0.007 10.887 -0.014 0.001 0.006
Si 0 2.72 10.884 -0.007 0.001 -0.006
Si -2.707 5.434 10.881 0 -0.005 -0.001
Si 0.018 8.162 10.882 -0.002 -0.004 0.005
Si -2.715 -5.438 10.876 0.007 0 -0.001
Si -0.003 -2.724 10.862 -0.001 0.001 -0.006
Si 2.713 -0.011 10.869 0.008 0.001 -0.003
Si 5.432 2.711 10.874 -0.006 0.001 -0.005
Si 2.703 5.44 10.899 -0.006 0.009 0.016
Si 5.427 8.161 10.896 0.003 0.006 0.01
Si 2.721 -5.434 10.883 -0.002 -0.011 0
Si 5.431 -2.725 10.88 0.009 -0.008 -0.002
Si -8.171 -0.016 10.89 0.021 -0.006 0
Si -5.439 2.705 10.875 0.007 0.005 -0.005
Si -8.156 5.438 10.868 0.002 0.002 0.002
Si -5.432 8.164 10.873 -0.007 -0.008 -0.001
Si -8.177 -5.436 10.895 -0.004 0.007 0.005
Si -5.444 -2.718 10.899 -0.005 0.018 0.011
Si -1.349 -1.371 12.234 0.005 -0.004 -0.009
Si 1.371 1.356 12.24 -0.006 0.001 -0.001
Si -1.359 4.078 12.248 -0.007 -0.001 0.004
Si 1.366 6.815 12.261 0.003 0.007 0.002
Si -1.349 9.524 12.229 -0.009 -0.004 -0.009
Si 1.348 -4.084 12.236 0.005 0.003 -0.009
Si 4.06 -1.375 12.238 0.002 0.003 -0.006
Si 6.786 1.353 12.238 0.004 0 -0.005
Si 4.083 4.073 12.24 0.011 0.002 -0.002
Si 6.804 6.793 12.237 0.013 -0.004 0.004
Si 4.08 9.537 12.249 -0.002 0.007 -0.005
Si 6.78 -4.078 12.257 -0.018 0.014 0.008
Si -6.816 -1.367 12.253 -0.007 0.002 0.004
Si -4.091 1.35 12.242 -0.004 0.003 0.002
Si -6.794 4.084 12.222 0.001 -0.002 -0.003
Si -4.064 6.812 12.233 -0.003 0.007 -0.001
Si -6.805 9.51 12.239 0.016 -0.012 -0.002
Si -4.077 -4.091 12.246 -0.005 -0.012 -0.007
Si 0.023 -0.027 13.594 0.009 0.009 -0.006
Si 2.735 2.712 13.608 0.003 0.001 -0.005
Si 0 5.449 13.601 -0.012 -0.001 0
Si 2.734 8.183 13.613 0.014 0.016 0
Si 0.002 10.872 13.605 -0.011 -0.013 -0.012
Si 2.708 -2.744 13.606 -0.014 -0.01 -0.006
Si 5.417 -0.012 13.59 -0.005 -0.01 -0.004
Si 8.155 2.731 13.573 0.019 0.008 0.003
Si 5.446 5.435 13.598 -0.008 -0.009 0.002
Si 8.155 8.154 13.609 -0.016 -0.009 0.01
Si 5.421 10.891 13.631 0.012 -0.001 0.005
Si 8.135 -2.714 13.613 0.025 0.003 0.004
Si -5.46 -0.005 13.603 -0.013 -0.008 -0.001
Si -2.734 2.716 13.59 -0.02 -0.011 -0.004
Si -5.44 5.457 13.578 0.016 0.01 -0.008
Si -2.701 8.176 13.595 0.018 0.013 -0.014
Si -5.439 -5.46 13.602 -0.014 0.002 0.008
Si -2.705 -2.733 13.599 0.006 0.009 0.005
O 5.373 -2.674 0.989 0.044 0.094 -0.25
O 0.624 -2.058 21.578 0.294 0.032 0.183
O -2.891 0.473 22.986 0.042 0.482 0.503
O -2.858 -1.303 24.824 -0.371 0.444 0.198
O -0.301 2.756 22.936 -0.218 -0.481 0.155
O 4.271 -0.652 -2.199 0.503 -0.201 0.211
O -3.924 6.639 22.142 -0.126 0.01 0.374
O 0.228 -6.134 23.88 0.325 -0.214 0.164
O -2.331 -6.019 23.136 -0.069 0.166 0.275
O -4.203 -4.481 22.276 -0.491 0.121 -0.326
O -1.932 -1.892 22.402 -0.524 -0.101 -0.347
O 2.15 -4.574 23.278 0.315 0.335 0.15
O -10.517 -8.134 23.242 0.422 -0.348 0.564
O 4.651 -6.135 -5.694 0.368 0.725 -0.182
O -6.39 4.383 23.369 0.377 0.195 -0.347
O -6.733 6.865 24.283 0.334 -0.169 -0.029
O 3.911 -3.293 25.302 -0.34 -0.296 -0.2
O -5.672 -6.049 -1.674 0.115 0.134 0.265
O -5.042 2.576 0.331 -0.015 -0.049 -0.031
O 0.718 -4.312 25.697 0.235 -0.491 0.626
O -6.757 3.32 -1.524 0.083 -0.488 -0.27
O -0.083 1.772 -1.747 -0.33 0.221 0.471
O -5.428 -7.67 22.914 0.304 0.316 0.018
O 5.165 -7.972 0.815 -0.084 -0.345 0.189
O 2.903 5.484 0.832 -0.033 -0.202 -0.515
O -7.712 -7.012 24.013 -0.365 -0.118 -0.19
O 1.402 7.394 -0.138 0.03 0.349 -0.248
O -2.691 6.416 -0.609 0.209 0.321 0.055
O -0.578 -7.667 -1.302 0.107 0.136 0.173
O -10.446 -4.097 26.741 0.238 0.329 -0.001
O -1.126 -5.09 -1.462 0.329 0.304 0.402
O -4.39 -5.693 27.256 0.229 0.392 -0.379
O -2.909 -6.811 -2.18 -0.283 -0.468 0.134
O -9.341 -4.758 -2.624 -0.106 0.214 -0.009
O 5.037 2.313 -2.03 0.265 -0.297 -0.212
O -8.589 3.071 26.773 0.348 -0.236 0.494
O -9.062 6.977 0.111 0.108 0.086 -0.609
O -0.013 -7.179 -4.556 -0.104 -0.227 0.276
O 1.43 7.186 22.557 0.647 0.253 -0.22
O -6.526 -2.102 0.183 -0.422 -0.326 -0.322
O -6.164 6.702 -4.201 -0.081 -0.419 -0.145
O -4.156 -1.66 -0.674 -0.102 0.06 0.033
O 3.785 -0.608 0.363 -0.197 0.345 -0.034
O -4.936 5.067 -0.668 0.211 -0.117 -0.28
O -8.214 5.554 27.574 0.229 0.124 0.135
O -7.205 -8.095 -2.218 -0.428 0.19 -0.062
O 4.781 3.786 0.103 0.13 0.083 -0.362
O -10.403 3.003 24.846 -0.062 0.526 -0.229
O 2.464 7.631 27.042 -0.135 -0.059 0.21
O -4.021 -3.728 24.804 0.229 -0.303 0.311
O 3.813 5.28 -5.933 -0.382 -0.167 0.027
O 3.182 -6.216 0.437 -0.259 0.017 0.217
O -1.568 -1.368 -0.033 0.381 -0.009 -0.125
O 3.898 -2.418 27.73 0.51 0.312 -0.248
O -10.248 7.934 -5.875 -0.3 -0.068 -0.603
O -1.933 -1.396 -4.743 -0.264 -0.098 -0.437
O -0.537 -0.342 23.922 0.405 0.223 -0.434
O 4.208 5.773 26.768 0.225 0.026 -0.087
O -10.202 1.008 26.582 -0.317 -0.043 0.37
O -9.588 -6.91 -1.001 0.542 -0.297 -0.091
O 0.437 -1.8 25.907 0.216 -0.25 -0.037
O -1.608 -7.155 25.424 -0.399 -0.123 0.132
O 3.61 -1.167 23.82 -0.302 -0.127 -0.316
O 5.309 7.227 -1.562 0.057 -0.513 0.047
O 5.434 -5.959 24.813 0.028 0.015 -0.169
O -8.31 3.512 -3.741 -0.18 0.017 -0.006
O 3.427 1.303 -3.779 -0.008 0.082 -0.599
O -8.779 -3.533 -4.968 -0.394 0.403 0.023
O -2.023 1.936 -3.622 -0.166 0.019 0.377
O -0.29 -3.604 23.423 -0.17 0.223 0.519
O 2.426 2.638 -1.736 -0.037 0.428 0.12
O 2.133 -5.007 -1.581 -0.31 -0.176 -0.378
O -7.004 -5.03 -3.715 0.4 -0.074 -0.263
O 0.378 -3.127 -2.079 -0.094 0.711 -0.242
O -1.448 4.092 -0.179 0.032 -0.093 -0.269
O -1.344 5.06 27.423 0.635 -0.016 0.134
O 3.357 -7.38 -1.953 -0.425 -0.125 -0.157
O -2.296 4.804 -2.624 -0.367 -0.244 -0.02
O -4.916 7.722 -1.195 -0.012 -0.02 -0.218
O 1.27 7.667 -2.859 0.206 -0.06 -0.118
O -1.854 -6.017 27.777 0.261 0.232 0.29
O 1.723 0.323 24.98 -0.178 0.121 0.59
O 5.299 -7.441 -3.572 0.384 0.267 0.413
O -9.313 3.882 -1.311 -0.022 0.337 0.224
O -4.649 -7.523 -4.11 -0.442 0.14 0.15
O -2.08 4.785 22.933 -0.242 0.018 0.176
O -4.359 -4.994 -3.564 0.054 0.515 -0.086
O -4.825 2.188 27.416 0.022 -0.469 -0.072
O -7.421 1.956 23.723 -0.053 0.044 0.158
O -1.206 3.685 25.184 0.048 0.005 -0.004
O -9.783 1.749 -5.065 -0.405 -0.079 0.285
O -4.57 2.08 -4.505 -0.176 0.029 0.475
O -10.393 5.504 -4.601 0.171 -0.45 0.009
O -2.868 4.028 -5.018 0.045 0.087 -0.279
O -9.39 -6.485 26.899 0.121 -0.548 -0.295
O -5.564 -2.451 23.1 -0.266 0.233 0.367
O -0.652 0.5 26.341 -0.121 0.176 -0.127
O -10.648 -1.35 25.503 -0.135 -0.126 0.278
O -9.88 0.98 23.282 -0.108 -0.017 -0.464
O -0.272 6.023 -1.528 0.322 -0.554 -0.359
O -3.591 6.438 -4.307 0.106 0.059 0.103
O -2.206 -3.063 -2.736 -0.444 -0.305 0.518
O 3.836 3.994 -3.631 -0.192 -0.066 -0.018
O -2.554 -0.504 -2.286 0.371 0.318 -0.015
O -6.208 4.261 26.526 0.229 0.534 0.234
O -3.237 0.684 0.047 0.236 0.122 -0.202
O -6.225 -4.86 23.945 0.111 -0.088 0.143
O -5.387 -0.139 -5.618 -0.243 0.219 -0.159
O -1.099 5.972 -4.683 0.074 0.385 -0.086
O 0.596 -1.888 -5.35 -0.192 -0.366 0.098
O 0.443 5.105 23.718 -0.283 0.03 0.291
O -8.583 -4.753 25.034 0.134 0.495 0.259
O -4.004 -2.169 26.916 -0.369 0.411 -0.228
O 0.383 -7.195 27.253 0.1 0.257 -0.22
O 3.791 6.658 -3.585 -0.42 0.09 -0.119
O -5.552 -7.33 25.46 0.352 0.16 -0.043
O -4.577 -4.029 0.25 0.056 -0.039 0.007
O 2.694 -2.469 -1.111 0.202 -0.164 0.021
O -9.357 -4.485 -0.022 0.604 0.083 -0.103
O -10.701 -2.792 23.303 0.293 -0.161 0.09
O 4.761 -5.194 -1.368 0.106 0.272 -0.067
O 2.851 -1.328 -4.227 0.008 -0.445 0.247
O -6.723 -6.775 27.763 -0.388 -0.087 -0.221
O -1.755 -3.362 25.969 -0.182 -0.346 0.297
O -0.961 8.104 23.035 -0.288 -0.32 -0.078
O -1.838 2.506 27.48 -0.422 -0.002 0.129
O -4.3 -1.761 -3.81 -0.294 -0.224 0.426
O -1.778 7.644 27.48 -0.122 0.004 -0.194
O -5.115 2.575 24.826 0.404 -0.468 0.056
O -8.143 -0.058 0.913 -0.221 -0.03 -0.501
O -5.797 -3.427 -1.945 -0.288 0.321 -0.279
O 3.954 1.427 24.17 -0.027 0.03 0.425
O -3.55 4.129 26.267 0.126 0.675 -0.237
O -7.136 1.742 -5.194 -0.062 -0.36 0.258
O -8.31 4.985 25.034 -0.504 0.014 0.069
O -7.623 5.616 -2.311 0.137 0.107 0.28
O 2.525 6.176 24.803 0.306 -0.343 0.301
O -4.614 8.03 27.638 0.427 -0.258 -0.341
O -6.776 -7.284 0.245 -0.223 0.192 -0.058
O -9.153 -6.125 -4.874 0.441 -0.105 -0.404
O -0.078 0.084 -3.727 0.144 -0.471 0.512
O -6.446 -2.443 -5.115 -0.133 -0.056 0.499
O 3.659 -6.691 23.042 0.048 -0.21 -0.128
O 4.237 8.078 25.259 -0.186 0.181 0.35
O 3.58 -4.956 27.511 -0.434 -0.325 -0.116
O -8.689 7.331 -3.984 0.031 0.477 0.168
O -0.555 -4.653 -4.046 0.295 0.286 -0.276
O -8.342 -0.155 25.073 0.292 -0.182 0.271
O 2.492 -7.58 -5.108 0.29 -0.268 0.282
O -2.455 -6.327 -4.751 -0.19 -0.16 -0.305
O 1.108 4.704 -5.349 0.332 -0.098 0.238
O 5.186 -0.385 -4.729 0.377 -0.261 0.269
O 0.47 2.562 -4.176 0.493 0.36 0.369
O 1.889 0.073 -1.286 -0.502 -0.296 0.167
O -9.886 1.713 0.093 -0.198 0.085 -0.362
O -8.951 -1.073 27.539 0.406 -0.531 -0.209
O 5.137 3.36 27.281 -0.155 -0.097 -0.15

Results
total energy: -107354.374 eV
total energy less fixed offsets of O -438.25, Si -107.07 eV per atom: -3.924 eV
